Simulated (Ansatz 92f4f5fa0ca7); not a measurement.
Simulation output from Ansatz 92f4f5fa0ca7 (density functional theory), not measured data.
Periodic cell of 223 atoms, Si132O90B1, from a study of silicon, its oxide and their interface. The atomic structure is a simulated model.
Doubt: the cutoff is far below the 930 eV that the study's wrapper takes by default for these files, so forces and energies are approximate.
This geometry differs little from another in the collection (a relaxation step or a small displacement).

Settings: functional PBE; potential files Ansatz PAW; basis plane waves; wave-function cutoff 580 eV; density cutoff ratio 5; exchange-correlation grid ratio 1; k mesh 1 x 1 x 1, Gamma-centred; self-consistency stop 5e-08 eV per atom in the density residual; occupations fixed; spin none; net charge -1 e, with a uniform compensating background and no finite-size correction.

Cell vectors (angstrom)
a	10.938	0	0
b	0	10.938	0
c	0	0	32.1988

Atoms and the computed forces on them: element, x, y, z (angstrom), force x, y, z (eV/angstrom)
Si	10.5785	0.213	24.9203	-0.0042	0.0014	-0.0116
Si	5.7338	10.6756	24.7631	-0.0024	0.0036	-0.01
Si	2.4748	2.9199	24.6637	0.001	-0.0019	-0.0121
Si	8.4216	2.4936	24.8933	0.0016	-0.0003	-0.007
Si	0.272	5.1652	24.7992	-0.0016	-0.0021	-0.0192
Si	5.1655	5.7585	24.7507	0.0014	-0.0035	-0.0206
Si	2.9068	8.0038	24.6671	-0.0024	-0.0011	-0.0219
Si	7.9315	8.4364	24.7772	0.0001	0.0023	-0.0202
Si	1.3322	1.3799	26.0551	0.0009	-0.0018	0.0045
Si	6.8313	1.3129	26.1412	0.0007	0.001	0.003
Si	4.0391	4.1063	26.0118	0.0028	-0.0033	0.0016
Si	9.591	4.1096	26.1539	-0.0005	0.0011	0.0086
Si	1.3406	6.8385	26.0725	0.0013	0.0007	0.005
Si	6.8116	6.838	26.094	0.0026	0.0024	0.0077
Si	4.1002	9.5363	26.0252	-0.0021	0.003	0.0026
Si	9.4778	9.5264	26.2022	0.0005	0.0008	0.0091
Si	2.7046	-0.0282	27.3641	-0.0013	0	0.0075
Si	8.1517	-0.0291	27.5644	0.0045	0.0007	-0.0109
Si	0.0118	2.724	27.4978	-0.0044	0.001	-0.0075
Si	5.4502	2.7644	27.3843	0.001	0.0008	0.0057
Si	2.7122	5.4635	27.4449	-0.0056	-0.0004	0.0003
Si	8.3355	5.6227	27.532	0.0059	-0.0037	0.007
Si	-0.1684	8.0314	27.546	-0.0287	-0.0269	0.0246
Si	5.4475	8.2006	27.4636	0.0058	0.0008	-0.0024
Si	4.0742	1.3645	28.749	-0.0017	-0.0001	-0.0062
Si	9.5744	1.3521	28.8455	0.0015	-0.0007	0.009
Si	1.3116	4.1552	28.835	0.0016	0.0051	0.0027
Si	6.8715	4.1486	28.7334	-0.0041	-0.0006	-0.0033
Si	4.0941	6.8169	28.8096	0.0002	-0.0011	0.0097
B	9.5494	6.8212	28.7553	0.0061	0.0447	-0.0524
Si	1.312	9.5153	28.7277	0.0083	0.0031	-0.0016
Si	6.8354	9.4932	28.8792	-0.0072	-0.0034	0.0062
Si	0.0175	-0.0359	30.1593	-0.0041	0.0008	-0.0018
Si	5.4454	-0.0103	30.1508	0.0038	-0.0031	-0.0007
Si	2.7127	2.7456	30.1447	-0.0002	0.0001	0.0008
Si	8.1884	2.756	30.1378	0.0027	0.0005	-0.0017
Si	-0.1829	5.6247	29.9722	0.0137	-0.0199	0.0215
Si	5.4884	5.4545	30.1507	-0.0001	0.0013	-0.0014
Si	2.7086	8.2084	30.1268	-0.0022	-0.0014	-0.0012
Si	8.3565	8.021	29.9941	0.0005	-0.0026	0.0079
Si	1.3724	1.3557	31.5184	-0.0008	0.0005	0.0006
Si	6.8255	1.3733	31.484	0.0001	-0.0003	0.0006
Si	4.1085	4.0891	31.505	0.0006	0.0013	0.0002
Si	9.5759	4.153	31.45	-0.0005	0.001	-0.0014
Si	1.2971	6.8273	31.4177	-0.0001	0.0031	-0.0013
Si	6.8974	6.8295	31.472	-0.0004	0	-0.0006
Si	4.0769	9.5658	31.5095	-0.0003	0.0002	-0.0002
Si	9.5615	9.4971	31.4533	0.001	-0.001	-0.0004
Si	2.7379	-0.006	0.7022	0.0011	-0.0003	0
Si	8.2015	-0.024	0.6077	0	-0.0008	0.0005
Si	-0.0123	2.7581	0.6386	0.0002	0.0002	0.0006
Si	5.48	2.7251	0.6798	-0.0006	0.0003	0
Si	2.7014	5.4944	0.5979	-0.0005	-0.0022	0.0006
Si	8.2131	5.4475	0.6823	0.0017	0.0012	-0.0015
Si	0.0121	8.1861	0.6572	-0.0017	-0.0007	-0.0019
Si	5.4941	8.2007	0.6368	0.0005	-0.0001	0.0008
Si	4.1302	1.3592	2.0539	-0.0016	0.0007	0.0011
Si	9.5581	1.3483	1.9907	-0.0005	0.0005	-0.0007
Si	1.3732	4.1325	1.9917	0.0009	-0.0003	0.0025
Si	6.8522	4.0781	2.0528	-0.0018	0.0021	-0.0009
Si	4.099	6.8278	1.9893	-0.0002	0.0004	-0.0006
Si	9.5865	6.8298	2.0336	-0.0009	0.0003	0.0027
Si	1.3754	9.5368	2.0418	-0.0021	0.002	-0.0003
Si	6.8339	9.5949	2.0138	0.0027	-0.0026	0.0011
Si	-0.013	-0.026	3.3557	-0.0038	-0.0065	-0.0059
Si	5.4988	0.0035	3.4531	0.0007	0.0014	0.0042
Si	2.768	2.7904	3.3389	0.0059	0.0075	-0.0108
Si	8.1974	2.6782	3.422	-0.0014	-0.0048	0.004
Si	0.0264	5.4729	3.41	0.0023	0.0007	0.0006
Si	5.4671	5.4659	3.3704	-0.0017	-0.0029	-0.0025
Si	2.7785	8.1976	3.4173	0.0031	0.0011	0.005
Si	8.2071	8.2256	3.3515	-0.0006	0.0016	-0.0056
Si	1.3871	1.3945	4.6055	-0.0018	-0.0008	0.0058
Si	6.8519	1.3415	4.8903	-0.0004	0.001	-0.0052
Si	4.1538	4.0865	4.7784	-0.0013	0	0.0014
Si	9.5789	4.0737	4.7334	0.0001	0.0019	-0.0011
Si	1.4208	6.8272	4.7939	-0.0025	-0.0023	-0.0021
Si	6.817	6.8865	4.6956	0.0026	0.002	0.0049
Si	4.139	9.5698	4.8238	-0.0007	-0.0021	-0.0047
Si	9.5553	9.5534	4.7625	0.0002	0.0004	0.004
Si	2.7445	0.1082	6.0306	0.003	-0.0048	-0.0024
Si	8.2108	-0.0671	6.2527	0.0019	0.0005	-0.0027
Si	0.0291	2.6734	6.029	-0.0033	0.0022	-0.0032
Si	5.4789	2.7256	6.2664	0.0013	-0.0014	-0.0029
Si	2.8178	5.4746	6.162	0.001	0.0011	-0.0022
Si	8.168	5.4748	6.0066	0.0003	0.0004	-0.0042
Si	0.0161	8.188	6.1258	-0.0004	-0.0005	-0.0029
Si	5.531	8.2175	6.2169	-0.0014	0.0004	-0.0051
Si	3.8407	1.5676	7.5723	0.0018	0.0012	0.017
Si	9.8433	1.1373	7.4347	-0.0041	-0.0012	0.0102
Si	1.6383	3.7948	7.2936	-0.0019	0.0043	0.0103
Si	6.651	4.4162	7.4572	0.001	-0.0006	0.0097
Si	4.4075	6.6289	7.5286	-0.0007	0.0001	0.0072
Si	9.3681	6.9402	7.37	-0.0009	-0.0008	0.0004
Si	1.1422	9.9186	7.2717	0.0011	-0.0018	0.0093
Si	7.1689	9.2172	7.6512	0.0009	-0.002	0.0134
O	8.3168	8.0729	7.9101	0.0024	0.0048	0.0035
O	2.7216	2.7273	7.9397	0.0031	0.0004	-0.0071
O	9.5133	1.3607	24.355	0.0004	-0.0009	-0.0013
O	4.0396	6.8667	24.1945	0.0015	0.0012	0.0151
O	0.0334	0.0245	7.9486	-0.0006	0.0006	-0.0038
O	5.5296	5.5088	8.0272	-0.0036	-0.0025	-0.0016
O	6.8462	9.569	24.2151	0.0012	-0.0058	0.0069
O	1.3607	4.0577	24.1857	0.0017	0.0047	0.0074
O	3.8566	7.3812	8.9241	0.0033	-0.0023	-0.0039
O	0.8494	4.3696	8.6087	0.003	-0.0062	-0.0046
O	9.8198	6.1472	8.7599	-0.0032	0.0011	-0.0027
O	2.1127	9.3886	8.4899	-0.0022	0.0038	-0.0053
O	7.5067	3.9229	8.7883	-0.002	0.0028	-0.0044
O	4.2721	0.9242	9.0525	-0.0035	0.0007	-0.0103
O	6.7466	9.5476	9.2174	0.0001	0.0006	-0.013
O	9.2148	1.8524	8.7905	0.0045	-0.0028	-0.0058
O	7.7304	3.1694	23.5549	0.0013	-0.0017	0.0053
O	10.5016	5.8391	23.4717	0.0028	-0.0034	0.0075
O	5.0854	0.4232	23.4115	0.0038	-0.0039	0.0067
O	5.8617	5.108	23.3958	-0.0048	0.0062	0.007
O	3.1025	2.2145	23.2873	-0.0046	0.0036	0.0061
O	2.2679	8.7205	23.2852	0.0067	-0.0047	0.008
O	8.6038	7.7456	23.4249	-0.0045	0.0034	0.0097
O	0.1937	10.3688	23.5925	0.0008	0.0002	0.0057
Si	4.3972	1.5798	22.5041	0.0007	0.0003	-0.0062
Si	3.491	7.9326	14.0291	0.0003	0	0.0004
Si	7.1226	0.9646	14.6677	-0.0005	-0.0003	0.0002
Si	0.9251	9.3582	22.5724	-0.0031	0.0031	-0.0057
Si	1.1725	4.3118	11.8679	0.001	-0.0021	0.0005
Si	6.2639	8.9699	15.322	0.0004	0.0002	-0.0006
Si	0.675	1.3669	12.294	-0.0001	0.0001	-0.0011
Si	8.6223	4.959	20.5489	0.0015	-0.0017	-0.0032
Si	0.3289	5.7062	9.3414	0.0013	0.0028	0.0033
Si	5.0954	3.1211	17.9407	0.0008	0.0008	0
Si	0.8783	3.7421	16.7481	0.0005	-0.0003	-0.0007
Si	10.3964	2.8424	19.2458	0.0001	-0.0006	-0.0015
Si	5.2792	1.1801	10.3289	0.0023	0.0018	0.0043
Si	0.8865	0.1706	19.8848	-0.0019	0.0021	-0.0028
Si	6.6477	9.4594	10.8494	0	-0.0018	0.0051
Si	9.3425	9.685	18.3366	-0.001	-0.0008	-0.0003
Si	9.3906	9.2479	12.5703	0.0013	-0.0004	0.0005
Si	6.5796	3.8588	22.6407	0.0015	-0.0018	-0.0049
Si	2.4406	8.0729	9.3633	-0.0014	-0.0005	0.0035
Si	10.5922	7.3708	17.0876	0	0.0001	0
Si	2.5128	6.2958	16.5808	-0.0001	0	0.0006
Si	10.1749	4.4918	14.1833	-0.0004	0.0005	-0.0001
Si	6.1353	9.1936	18.5212	0.001	-0.001	0.0005
Si	7.9731	2.5713	9.5593	-0.0018	-0.0005	0.0035
Si	8.8762	2.1476	12.4406	0.0011	-0.0011	0.0014
Si	5.344	6.2476	18.0701	-0.0004	0.0005	0.0007
Si	3.9226	0.5677	19.4919	0.0007	-0.001	-0.0046
Si	4.2733	3.8344	12.0395	-0.0002	0.0013	0
Si	5.5455	6.6017	12.1325	-0.0003	-0.0009	-0.0007
Si	8.0145	2.503	17.23	-0.0002	0.0001	-0.0001
Si	4.3585	2.4807	14.9626	0.0002	-0.0007	0.0001
Si	1.5406	1.2111	15.2541	0.0002	-0.0003	0.0001
Si	1.5739	9.4125	12.034	-0.0015	0.0013	0.001
Si	8.0498	6.8522	13.868	0.0002	0.0001	-0.0002
Si	10.3798	9.8371	15.4916	0.0002	-0.0001	0.0002
Si	9.8015	7.012	22.6001	0.0014	-0.0005	-0.0065
Si	8.118	5.4854	17.4397	-0.0003	0.0004	-0.0018
O	6.0484	7.9586	11.2894	0.0009	0.0023	-0.0005
O	6.0167	9.2091	16.9005	0	0	0.0002
O	7.681	1.3682	13.196	0.0008	0.0007	-0.0008
O	0.8921	1.7461	13.8653	-0.0003	0.0002	-0.0007
O	9.4401	6.2476	16.8996	-0.0002	-0.0001	0.0003
O	6.7645	6.2008	13.1315	-0.0009	0.0002	0.0002
O	5.1316	4.6605	18.6034	0	-0.0005	-0.0004
O	9.224	2.1475	18.2877	0.0009	0.0003	0.0003
O	2.3669	0.1017	19.1082	-0.0001	0.0001	0.0008
O	9.4163	10.2377	16.7727	0.0001	0.0001	0.0003
O	2.7833	4.4334	11.7083	-0.0004	0.0003	0.0009
O	5.065	10.3305	19.1105	-0.0012	0.0014	0.0002
O	9.4202	3.2474	13.4835	-0.0004	-0.0006	0
O	0.4512	1.7623	19.9752	0.0006	-0.0004	-0.0003
O	3.155	1.3576	15.0565	0.0001	0.0001	0.0004
O	8.1624	5.3856	19.0514	0.0005	-0.0005	0.0027
O	3.9002	6.5975	17.3846	0.0001	-0.0001	-0.0005
O	4.5683	3.284	16.3827	0	-0.0002	0.0002
O	9.0613	5.6687	14.3209	0.0003	-0.0002	0.0004
O	5.4663	2.7651	22.1785	0	0.0006	0.0007
O	10.6741	4.1399	15.678	-0.0001	0	-0.0001
O	0.333	3.8556	18.2815	-0.0004	-0.0002	0.0006
O	10.429	10.5157	19.2308	0.002	0.0006	0.0007
O	9.6423	10.0252	14.0324	-0.0003	-0.0002	-0.0006
O	10.8889	8.1292	22.1219	-0.0003	-0.0006	0.0008
O	1.1981	2.1618	16.5255	-0.0001	0.0001	0.0002
O	9.7266	3.7529	20.4221	-0.0013	0.0018	0.0007
O	8.1424	4.0352	16.7067	0.0002	0.0001	0.0006
O	-0.0404	9.1046	11.909	0.001	-0.0002	0.0008
O	6.5777	2.4117	18.0004	-0.0001	0	-0.0002
O	5.5813	10.7145	11.1821	-0.0002	0.0011	-0.0004
O	7.7489	9.5984	18.8429	0	0.0001	-0.0007
O	10.026	1.0223	12.0625	-0.0004	0.0003	0.0008
O	1.3013	6.9677	9.0748	0.0003	0.0001	0.0005
O	0.6188	4.7706	13.3413	0.0008	0.0002	-0.0005
O	5.7014	7.6293	18.9822	0.0002	0.0003	-0.0011
O	5.2333	5.085	11.5198	-0.0002	-0.0007	0.001
O	2.7144	6.989	15.1179	0.0002	0.0003	-0.0003
O	0.9066	2.7432	11.4653	0.0002	0.001	0.0005
O	0.8627	10.6833	15.547	0.0001	0.0001	0.0001
O	2.4096	8.5917	10.9039	0.0016	-0.0016	-0.0034
O	4.6943	2.4282	11.2624	0.0007	-0.0032	-0.0013
O	4.2498	3.5048	13.6724	-0.0002	0.0008	-0.001
O	2.1911	4.6886	16.4926	-0.0002	-0.0001	0.0002
O	10.699	8.2486	15.7039	0	0	0.0003
O	6.9304	10.2968	14.6769	0.0001	0.0003	0.0004
O	2.3441	8.9526	13.4196	-0.0005	0.0004	-0.0003
O	8.038	1.5315	15.9092	0.0001	-0.0001	-0.0001
O	4.1341	6.9956	12.8611	0.0007	-0.0004	0.0002
O	4.1701	2.0117	18.7195	-0.0007	-0.0013	0.001
O	7.2902	4.421	21.2936	-0.0027	-0.0012	0.0029
O	8.4115	2.9244	11.0915	-0.001	0.0003	-0.0033
O	1.1869	6.8773	17.3644	0.0001	-0.0002	-0.0004
O	5.6568	1.5796	14.7632	-0.0001	0.0002	0.0003
O	8.1289	9.754	11.5925	-0.0025	0.0003	-0.001
O	9.213	6.2886	21.263	0.0016	0.0027	0.003
O	8.9639	7.716	12.8622	0.0002	0.0007	0.0003
O	1.6515	0.1208	11.8794	0.0006	-0.0007	0.0009
O	6.6572	6.1529	17.0759	0.0001	0	0.0003
O	7.3896	7.8032	15.038	0.0003	-0.0003	0
O	1.2117	10.2819	21.2516	0	-0.0035	0.0048
O	10.0305	8.2044	18.3611	0.0001	0.0002	0.0001
O	3.9678	0.8773	21.093	0.0009	0.0021	0.0059
O	0.3254	5.3295	10.9166	-0.0011	0.0016	-0.0023
O	6.7031	1.5688	9.6394	0.0004	0.0001	-0.0003
O	4.7748	8.7143	14.6847	-0.0004	-0.0001	0.0001

Results
free energy: -135250.566 eV
free energy less fixed offsets of B -154.04, O -568.88, Si -635.61 eV per atom: 3.194 eV

The program warned: the cutoff lies below the one the program advises for these potential files; the exchange-correlation potential is rough where the density is thin.
